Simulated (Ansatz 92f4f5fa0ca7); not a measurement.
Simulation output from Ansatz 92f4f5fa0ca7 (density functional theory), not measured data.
Periodic cell of 237 atoms, Si146O85H6, from a study of silicon, its oxide and their interface. The atomic structure is a simulated model.
Doubt: the cutoff is far below the 930 eV that the study's wrapper takes by default for these files, so forces and energies are approximate.
This geometry differs little from another in the collection (a relaxation step or a small displacement).

Settings: functional PBE; potential files Ansatz PAW; basis plane waves; wave-function cutoff 580 eV; density cutoff ratio 5; exchange-correlation grid ratio 1; k mesh 1 x 1 x 1, Gamma-centred; self-consistency stop 5e-08 eV per atom in the density residual; occupations fixed; spin none; net charge 0.

Cell vectors (angstrom)
a	11.6015	0	0
b	0	10.938	0
c	0	0	32.7322

Atoms: element, x, y, z (angstrom)
Si	0.0457	-0.0287	24.1138
Si	3.9169	-0.0484	24.1071
Si	7.8886	-0.1518	24.1577
Si	1.9862	1.2961	24.1421
Si	5.967	1.15	24.0515
Si	9.7193	1.3293	24.0354
Si	-0.1893	5.4434	23.939
Si	3.7801	5.2916	23.6373
Si	7.7847	5.4848	23.8399
Si	1.8238	6.6935	23.8274
Si	5.7463	6.7565	23.6328
Si	9.6087	6.9345	24.1201
Si	1.9257	2.7487	25.9766
Si	5.7986	2.7152	25.8375
Si	9.6471	2.7422	25.9294
Si	-0.021	4.1104	25.9142
Si	3.8609	4.1107	25.7837
Si	7.7065	4.1297	25.8437
Si	1.9308	8.0643	25.8702
Si	5.8013	8.0233	25.7911
Si	9.6957	8.1959	26.0718
Si	0.0367	9.5375	26.0267
Si	3.8807	9.4315	25.9343
Si	7.7254	9.44	26.0345
Si	0.0051	0.0142	27.9142
Si	3.868	-0.0648	27.8493
Si	7.6963	-0.0205	27.8832
Si	1.9534	1.3645	27.8965
Si	5.7747	1.3767	27.8406
Si	9.6401	1.3686	27.8654
Si	0.0187	5.4424	27.8821
Si	3.8866	5.4194	27.821
Si	7.7315	5.4313	27.8508
Si	1.9568	6.8052	27.8746
Si	5.8043	6.8114	27.8498
Si	9.6783	6.7861	27.9309
Si	1.9336	2.7345	29.833
Si	5.8008	2.7345	29.833
Si	9.6679	2.7345	29.833
Si	0	4.1018	29.833
Si	3.8672	4.1018	29.833
Si	7.7343	4.1018	29.833
Si	1.9336	8.2035	29.833
Si	5.8008	8.2035	29.833
Si	9.6679	8.2035	29.833
Si	0	9.5708	29.833
Si	3.8672	9.5708	29.833
Si	7.7343	9.5708	29.833
Si	0	0	31.7666
Si	3.8672	0	31.7666
Si	7.7343	0	31.7666
Si	1.9336	1.3673	31.7666
Si	5.8008	1.3673	31.7666
Si	9.6679	1.3673	31.7666
Si	0	5.469	31.7666
Si	3.8672	5.469	31.7666
Si	7.7343	5.469	31.7666
Si	1.9336	6.8362	31.7666
Si	5.8008	6.8362	31.7666
Si	9.6679	6.8362	31.7666
Si	1.9336	2.7345	0.9679
Si	5.8008	2.7345	0.9679
Si	9.6679	2.7345	0.9679
Si	0	4.1018	0.9679
Si	3.8672	4.1018	0.9679
Si	7.7343	4.1018	0.9679
Si	1.9336	8.2035	0.9679
Si	5.8008	8.2035	0.9679
Si	9.6679	8.2035	0.9679
Si	0	9.5708	0.9679
Si	3.8672	9.5708	0.9679
Si	7.7343	9.5708	0.9679
Si	0.0041	0.0584	2.8506
Si	3.8503	0.033	2.8985
Si	7.7443	0.0302	2.8687
Si	1.9275	1.435	2.9481
Si	5.7986	1.3806	2.8865
Si	9.6745	1.419	2.8998
Si	0.0331	5.4723	2.9706
Si	3.8395	5.4546	2.9189
Si	7.7297	5.5131	2.8778
Si	1.9376	6.8774	2.9226
Si	5.7678	6.8184	2.8686
Si	9.6982	6.8382	2.9285
Si	1.9279	2.7675	4.9365
Si	5.8144	2.7456	4.8063
Si	9.6845	2.9404	4.7205
Si	0.0329	4.2342	5.0448
Si	3.8781	4.1248	4.8839
Si	7.7117	4.2163	4.8221
Si	1.9078	8.2891	4.8193
Si	5.774	8.1994	4.762
Si	9.7047	8.2054	4.864
Si	-0.0243	9.6762	4.7712
Si	3.8748	9.6284	4.8305
Si	7.739	9.487	4.6819
Si	-0.118	0.1928	6.6444
Si	3.9054	-0.0042	6.8198
Si	7.8288	-0.0162	6.4841
Si	1.9432	1.3351	6.8534
Si	5.8944	1.3037	6.6906
Si	9.5428	1.5532	6.5327
Si	-0.0126	5.6358	7.0874
Si	3.8692	5.5832	6.7695
Si	7.7347	5.6017	6.7903
Si	1.9229	6.9261	6.747
Si	5.8066	6.9472	6.7525
Si	9.6626	6.9832	6.9418
O	6.2753	2.3707	7.9243
O	11.1199	10.0057	7.8222
O	7.6722	4.6397	8.1532
O	9.0438	2.3745	7.9262
O	9.6122	7.9366	8.3408
O	3.9157	9.8475	8.0874
O	0.0033	5.0104	8.6666
O	5.9046	8.0485	8.0218
O	8.3029	10.1354	7.8876
O	5.7422	7.905	22.3992
O	2.5002	8.9096	18.4538
O	3.7089	4.1973	22.3328
O	9.6229	2.2086	22.6212
O	1.9576	2.2569	22.783
O	-0.0043	9.8399	22.8415
O	1.73	7.7914	22.5711
O	6.3174	1.7361	22.5063
O	-0.5969	4.4991	22.602
Si	7.6358	-4.3493	16.6534
Si	5.1147	5.1461	12.4426
Si	1.3477	13.1113	14.6618
Si	0.051	3.4796	17.067
Si	4.5464	5.9912	16.8318
Si	2.0882	9.8164	11.6471
Si	-0.4717	19.1025	14.7499
Si	5.6982	8.744	20.9998
Si	9.6993	9.5676	8.5184
Si	-5.3795	-0.7884	13.9827
Si	5.5946	1.0672	21.1954
Si	10.2208	7.0383	12.2014
Si	-6.7036	10.7748	11.1855
Si	-1.953	3.7434	22.0495
Si	10.0514	2.4497	19.3437
Si	-2.3691	9.6276	13.0955
Si	-0.7658	-0.0027	11.0479
Si	-4.8313	12.6755	15.6866
Si	6.4463	2.5712	11.2293
Si	7.3535	11.9995	18.6867
Si	13.2279	-0.9118	19.2516
Si	10.7725	19.4369	19.3626
Si	3.9289	8.1501	18.5913
Si	8.4152	2.8181	13.5864
Si	-0.319	2.7356	12.0475
Si	4.8018	8.7899	8.9682
Si	7.771	8.9337	18.7823
Si	7.66	3.0458	8.4941
Si	-3.8015	16.7464	13.6846
Si	11.9193	5.3687	10.2423
Si	1.8989	10.1198	14.7896
Si	4.4839	-2.2775	15.8231
Si	-8.577	-3.9815	10.7849
Si	10.4798	6.2622	17.2218
Si	3.0285	13.7683	21.6999
Si	0.7976	8.8842	21.8135
Si	1.396	13.028	19.2783
Si	4.2064	14.5597	15.0791
O	0.8729	2.3049	13.0959
O	7.6796	9.9688	13.3104
O	-8.7213	13.6518	14.8279
O	2.04	10.2423	13.1934
O	1.351	11.5822	15.2516
O	-3.7981	6.7488	15.0226
O	-3.3644	1.9326	14.9518
O	4.3751	19.2835	20.1379
O	5.5293	-1.314	10.1859
O	3.322	9.7391	15.467
O	11.7285	15.0195	11.2337
O	4.0677	-3.8597	15.6858
O	-7.201	4.575	13.7808
O	-0.0158	16.0311	17.0989
O	-0.3157	8.1429	20.8734
O	8.2977	4.5469	22.5372
O	5.5231	3.8989	11.4627
O	-1.7118	2.9202	12.9037
O	-6.0188	13.7227	15.2928
O	10.0932	10.8777	12.5082
O	-7.6924	6.5373	18.2503
O	-4.5871	1.8185	17.2896
O	0.0994	9.7048	18.7608
O	7.5857	2.873	10.105
O	9.6688	3.6435	20.41
O	6.953	8.3061	20.0524
O	7.204	21.3455	18.4214
O	8.8413	1.3749	19.268
O	-0.4832	12.5355	10.8716
O	4.0669	6.1254	11.6967
O	-2.4959	5.9931	12.7353
O	1.7591	9.8036	20.8696
O	5.2015	-0.4711	12.7542
O	2.083	0.6295	18.9711
O	3.8347	7.5894	9.5163
O	5.4868	1.3118	10.8143
O	-0.2368	7.3119	13.3577
O	10.9028	6.524	10.8223
O	4.0733	1.6304	21.31
O	9.7979	10.2595	9.9903
O	7.9016	4.261	14.1309
O	1.8515	16.8777	10.2876
O	-4.295	13.1272	12.5569
O	4.8765	8.8488	17.4229
O	-1.3183	2.9681	17.806
O	3.2714	10.7088	10.9485
O	-5.1693	6.0413	12.8249
O	-0.9369	7.1952	15.9271
O	6.2039	11.2472	15.1711
O	10.8326	7.0945	18.5616
O	-2.6813	16.6639	17.2196
O	12.4721	8.9384	15.2069
O	5.6644	-0.5755	21.2659
O	9.394	8.4282	11.989
O	11.4762	1.7991	19.8376
O	6.1899	-5.0542	16.9512
O	1.3446	13.8687	17.8875
O	3.9563	4.538	16.417
O	7.7015	8.0273	17.4287
O	9.2768	-1.8568	19.345
O	0.6469	10.1181	10.9552
O	9.9043	9.2198	14.5185
O	-5.8878	-2.1197	14.7706
O	2.2123	3.0633	20.3079
O	0.2361	3.0078	15.5219
O	2.3839	8.215	11.5919
O	6.2665	1.5588	19.8042
H	3.8487	4.7408	8.0134
H	1.9679	7.8867	7.8913
H	1.9392	2.1931	8.0896
H	7.87	-0.9696	-9.73
H	3.7216	-0.9146	-9.7228
H	9.6278	7.8252	-9.7155

Results
free energy: -141249.945 eV
free energy less fixed offsets of H -15.97, O -568.88, Si -635.61 eV per atom: -0.265 eV

Forces (eV/angstrom), in the order of the atoms: element, x, y, z
Si	0.0179	0.0012	0.1083
Si	0.102	0.9302	1.2768
Si	-0.0395	0.8932	1.4088
Si	0.0118	-0.0593	0.0998
Si	0.0602	-0.1228	0.0646
Si	-0.0283	-0.0694	0.0602
Si	-0.0677	-0.0984	0.0155
Si	-0.0114	0.0657	0.0017
Si	0.1435	-0.0095	0.0465
Si	0.0511	0.0393	0.0367
Si	-0.0636	-0.0071	-0.0529
Si	-0.0375	-0.8158	1.2948
Si	-0.0164	0.0524	0.0212
Si	0.0175	0.1012	0.0717
Si	0.0501	0.0613	0.0569
Si	-0.0148	-0.0755	0.0754
Si	0.0238	-0.0363	0.0991
Si	-0.0461	-0.0575	0.0723
Si	-0.0867	0.0847	0.049
Si	-0.0157	0.1142	0.0987
Si	0.0007	-0.0008	0.0948
Si	0.0215	-0.0869	0.0206
Si	0.0364	-0.0261	0.1399
Si	0.0493	-0.0349	0.0343
Si	0.0192	0.0668	-0.0138
Si	0.0217	0.0746	0.0956
Si	-0.0043	0.0698	0.0616
Si	-0.0108	-0.0986	0.0396
Si	-0.0064	-0.0925	0.0191
Si	0.0105	-0.1426	0.0678
Si	-0.0332	0.1075	0.0261
Si	-0.0116	0.1014	-0.0052
Si	-0.009	0.1073	0.037
Si	-0.0101	-0.0847	0.0429
Si	0.0094	-0.1168	-0.0243
Si	0.0317	-0.0682	0.0584
Si	0.0876	-0.0525	0.0728
Si	-0.0686	-0.0994	-0.2328
Si	-0.0591	-0.0981	-0.1246
Si	0.0511	-0.1662	-0.123
Si	0.0187	-0.0644	-0.3112
Si	-0.0143	-0.0683	-0.2381
Si	0.0645	-0.0802	-0.2527
Si	-0.0148	-0.0785	-0.3474
Si	-0.0106	-0.0645	-0.0044
Si	-0.0167	0.0454	0.0316
Si	0.0217	0.0075	-0.049
Si	-0.059	0.0735	-0.0166
Si	0.0144	-0.0456	-0.0052
Si	-0.0041	0.0546	0.0076
Si	-0.0046	-0.0352	-0.0217
Si	0.0036	-0.0923	0.0197
Si	-0.0058	-0.0767	-0.0565
Si	0.0133	-0.0515	-0.0314
Si	0.003	0.1436	0.0513
Si	0.0116	0.1387	-0.0293
Si	-0.0195	0.0757	-0.0047
Si	-0.0106	-0.0495	-0.0208
Si	-0.0006	-0.0676	-0.0801
Si	0.0016	-0.0135	0.0197
Si	0.0149	0.0992	0.0329
Si	0.0043	0.1146	-0.1239
Si	-0.0185	0.1487	-0.1964
Si	0.0664	0.0125	0.3865
Si	-0.1018	-0.0493	0.0324
Si	0.0366	0.0087	-0.0012
Si	0.0228	0.0627	0.0084
Si	-0.0842	0.1139	-0.0544
Si	0.065	-0.0021	0.2154
Si	0.0068	0.1099	-0.1584
Si	-0.0509	0.0926	0.0049
Si	0.0449	0.0729	-0.1265
Si	-0.023	0.0464	-0.03
Si	-0.0012	0.1091	-0.0316
Si	0.0309	0.0872	-0.0751
Si	0.0105	-0.0908	-0.0507
Si	-0.0075	-0.0808	-0.035
Si	-0.0042	-0.1087	-0.0578
Si	0.0165	0.1179	0.014
Si	0.0452	0.079	-0.0469
Si	-0.0194	0.1057	-0.0569
Si	-0.0416	-0.1038	-0.0978
Si	-0.006	-0.0873	-0.0312
Si	0.0018	-0.102	-0.0163
Si	0.0022	0.0635	0.0184
Si	0.0167	0.0857	-0.0311
Si	0.067	0.1017	0.0208
Si	-0.0788	-0.1596	-0.0841
Si	0.0042	-0.0421	0.004
Si	-0.0201	-0.0807	0.0311
Si	0.0183	0.0611	0.0181
Si	0.0036	0.1289	-0.0033
Si	0.0099	0.095	-0.0395
Si	-0.0172	-0.0573	-0.0383
Si	0.0314	-0.1051	-0.0613
Si	-0.0415	-0.0532	0.0694
Si	0.061	-0.0896	0.0217
Si	-0.0055	-0.0267	0.0302
Si	0.1108	-0.1691	-0.0656
Si	-0.0249	0.0363	0.0517
Si	0.0547	0.0716	-0.0289
Si	-0.1797	0.1279	-0.0591
Si	0.0566	0.0415	0.03
Si	-0.0128	-0.0089	0.0348
Si	0.0091	0.0035	-0.0225
Si	-0.0006	0.0301	0.0469
Si	0.0365	0.0176	0.0105
Si	-0.0911	0.0282	0.0504
O	-0.0292	-0.0383	0.0443
O	0.0434	0.0174	0.0189
O	-0.0081	0.0273	0.0461
O	0.0682	-0.0179	0.0603
O	0.0426	-0.0555	-0.0139
O	-0.0348	0.0435	0.0089
O	-0.0412	-0.0369	-0.0069
O	0.0163	-0.0296	0.0029
O	-0.0334	0.0228	0.0723
O	0.0203	-0.0878	0.0714
O	-0.0024	-0.0101	-0.0501
O	0.0042	0.0148	0.0149
O	0.0234	0.0035	-0.0056
O	-0.0373	0.0697	-0.0895
O	-0.0701	0.085	0.0219
O	0.0638	-0.115	0.0323
O	0.0344	0.0514	-0.1131
O	0.0333	0.0399	-0.0076
Si	-0.009	-0.0227	-0.0392
Si	-0.0329	0.0517	-0.0195
Si	0.0437	-0.0006	-0.0111
Si	0.003	0.0383	-0.0437
Si	0.0117	-0.0378	-0.0182
Si	0.0114	-0.0507	-0.0246
Si	0.0173	-0.017	-0.021
Si	-0.0302	0.0351	0.0375
Si	-0.037	0.0196	-0.02
Si	0.0024	-0.0351	0.0182
Si	-0.0364	-0.0418	0.0824
Si	0.0049	0.0068	-0.0503
Si	0.0271	-0.023	-0.0881
Si	0.0064	-0.0476	0.0562
Si	-0.0154	0.0805	0.0817
Si	-0.0043	-0.0401	-0.0649
Si	-0.0767	-0.0148	-0.1222
Si	-0.0266	0.0392	-0.023
Si	0.043	0.0003	-0.0885
Si	-0.1129	0.0355	0.0197
Si	0.0411	0.0158	0.1228
Si	0.0089	-0.0898	0.1246
Si	0.0465	-0.0195	0.0635
Si	-0.0043	0.0198	0.0104
Si	0.0028	0.0544	-0.0448
Si	0.0137	-0.0375	-0.0097
Si	-0.0552	-0.036	0.0633
Si	-0.0161	0.0114	-0.0205
Si	0.0158	0.0229	-0.0254
Si	-0.0003	0.0003	0.0027
Si	-0.011	0.0456	0.0466
Si	-0.0019	-0.0066	-0.0346
Si	0.0122	-0.0014	-0.0984
Si	-0.0118	-0.0146	-0.0172
Si	0.0016	-0.0712	0.073
Si	-0.0201	-0.0464	0.0359
Si	0.0652	0.0423	0.1295
Si	-0.0205	-0.0256	0.0242
O	-0.0254	0.0036	0.002
O	-0.0015	0.0165	0.0131
O	0.0001	0.0039	0.0077
O	0.0038	-0.006	-0.0308
O	-0.0087	-0.0107	0.0176
O	0.0063	0.0008	0.0275
O	0.0098	-0.0225	0.0122
O	0.0094	-0.0112	-0.058
O	-0.0251	0.0055	0.056
O	0.0433	-0.0061	0.01
O	0.0116	0.0037	0.0108
O	-0.0134	0.0023	0.0032
O	0.0055	0.0254	-0.0196
O	0.0111	-0.0244	0.0074
O	-0.0244	-0.0235	0.0014
O	-0.0753	0.0244	-0.0539
O	-0.0005	-0.0408	0.0055
O	-0.0125	-0.0071	0.0388
O	0.033	-0.0113	0.0312
O	0.002	0.0078	0.0429
O	-0.0248	0.0266	0.0167
O	0.0265	-0.0253	0.047
O	0.0429	0.0611	-0.0501
O	-0.0404	0.0087	0.0444
O	-0.0003	0.0089	0.0206
O	-0.0087	0.0076	-0.0334
O	0.0338	-0.0089	-0.0125
O	0.0022	-0.0369	-0.0248
O	0.0232	-0.0098	0.0306
O	0.0141	-0.0298	0.0432
O	-0.0204	-0.0172	0.038
O	0.0388	0.0285	-0.0988
O	-0.0346	0.0171	0.0006
O	-0.0194	0.0035	-0.0492
O	0.015	0.0272	0.0425
O	-0.0116	0.0278	0.0311
O	0.0103	0.016	0.0505
O	0.0225	-0.0066	0.0236
O	-0.049	0.0332	-0.023
O	0.041	0.0153	0.0568
O	-0.0038	-0.0148	0.0006
O	-0.0054	-0.0129	0.062
O	-0.001	-0.0033	0.0312
O	0.0008	0.0088	0.0074
O	-0.0115	-0.0108	-0.0215
O	0.0038	0.0175	0.0283
O	-0.001	0.0084	0.0058
O	0.0025	0.0049	0.0101
O	0.0073	-0.0023	0.0249
O	0.012	0.0287	-0.0003
O	0.0078	-0.0176	0.0056
O	-0.0171	-0.0246	0.0123
O	0.0275	-0.0119	0.0552
O	-0.0124	0.0428	0.0482
O	-0.0062	-0.0415	-0.0133
O	0.0138	-0.0002	0.0042
O	0.0044	-0.0194	-0.0079
O	-0.0002	0.0202	0.0028
O	0.0195	0.0404	0.0066
O	-0.0519	0.0451	-0.0572
O	0.0115	0.0194	0.0116
O	-0.0134	0.0005	0.0229
O	0.0086	-0.0213	-0.0034
O	-0.0131	-0.0101	-0.0436
O	-0.0382	0.014	0.0566
O	-0.0089	0.0101	0.0406
O	0.0587	0.0247	-0.0691
H	0.0043	-0.0164	-0.0214
H	-0.0175	-0.0073	-0.0228
H	0.0006	-0.0112	-0.0398
H	-0.0071	-0.905	-1.3715
H	-0.1568	-0.9484	-1.3668
H	0.0365	0.9369	-1.2622

The program warned: the cutoff lies below the one the program advises for these potential files; the exchange-correlation potential is rough where the density is thin.
